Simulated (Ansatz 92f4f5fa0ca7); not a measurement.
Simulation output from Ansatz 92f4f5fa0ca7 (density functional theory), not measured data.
Periodic cell of 222 atoms, Si134O80N8, from a study of silicon, its oxide and their interface. The atomic structure is a simulated model.
Doubt: the cutoff is far below the 930 eV that the study's wrapper takes by default for these files, so forces and energies are approximate.
This geometry differs little from another in the collection (a relaxation step or a small displacement).

Settings: functional PBE; potential files Ansatz PAW; basis plane waves; wave-function cutoff 580 eV; density cutoff ratio 5; exchange-correlation grid ratio 1; k mesh 1 x 1 x 1, Gamma-centred; self-consistency stop 5e-08 eV per atom in the density residual; occupations fixed; spin none; net charge 0.

Cell vectors (angstrom)
a  10.938  0  0
b  0  10.938  0
c  0  0  31.5741

Atoms: element, x, y, z (angstrom)
Si  0.2958  -0.3902  24.1011
Si  4.8198  0.5609  23.9311
Si  2.7456  2.7101  24.5438
Si  7.885  2.8809  23.9599
Si  0.4756  5.0092  23.9703
Si  5.6541  5.1255  24.3937
Si  2.7254  8.477  24.0699
Si  8.3346  8.6758  23.7954
Si  1.2717  1.2582  25.5267
Si  6.7514  1.3045  25.287
Si  4.2333  3.9807  25.8265
Si  9.5598  4.0958  25.2291
Si  1.5286  6.7589  25.2642
Si  6.8664  7.0416  25.1525
Si  4.029  9.7958  25.4666
Si  9.7255  9.4368  25.5047
Si  2.6732  0.0321  26.9019
Si  8.2148  -0.0473  26.7206
Si  -0.0794  2.7492  26.7574
Si  5.6235  2.5692  26.9281
Si  2.7669  5.4675  26.8366
Si  8.2084  5.5638  26.6362
Si  0.1359  8.0558  26.7869
Si  5.4661  8.2791  26.6942
Si  4.1018  1.3673  28.1559
Si  9.5708  1.3673  28.1559
Si  1.3673  4.1018  28.1559
Si  6.8362  4.1018  28.1559
Si  4.1018  6.8362  28.1559
Si  9.5708  6.8362  28.1559
Si  1.3673  9.5708  28.1559
Si  6.8362  9.5708  28.1559
Si  0  0  29.5231
Si  5.469  0  29.5231
Si  2.7345  2.7345  29.5231
Si  8.2035  2.7345  29.5231
Si  0  5.469  29.5231
Si  5.469  5.469  29.5231
Si  2.7345  8.2035  29.5231
Si  8.2035  8.2035  29.5231
Si  1.3673  1.3673  30.8904
Si  6.8362  1.3673  30.8904
Si  4.1018  4.1018  30.8904
Si  9.5708  4.1018  30.8904
Si  1.3673  6.8362  30.8904
Si  6.8362  6.8362  30.8904
Si  4.1018  9.5708  30.8904
Si  9.5708  9.5708  30.8904
Si  2.7345  0  0.6835
Si  8.2035  0  0.6835
Si  0  2.7345  0.6835
Si  5.469  2.7345  0.6835
Si  2.7345  5.469  0.6835
Si  8.2035  5.469  0.6835
Si  0  8.2035  0.6835
Si  5.469  8.2035  0.6835
Si  4.1018  1.3673  2.0507
Si  9.5708  1.3673  2.0507
Si  1.3673  4.1018  2.0507
Si  6.8362  4.1018  2.0507
Si  4.1018  6.8362  2.0507
Si  9.5708  6.8362  2.0507
Si  1.3673  9.5708  2.0507
Si  6.8362  9.5708  2.0507
Si  0  0  3.418
Si  5.469  0  3.418
Si  2.7345  2.7345  3.418
Si  8.2035  2.7345  3.418
Si  0  5.469  3.418
Si  5.469  5.469  3.418
Si  2.7345  8.2035  3.418
Si  8.2035  8.2035  3.418
Si  1.3878  1.3889  4.6405
Si  6.8325  1.404  4.7696
Si  4.1149  4.0807  4.7844
Si  9.6217  4.0803  4.7935
Si  1.303  6.8368  4.8735
Si  6.8166  6.9318  4.7865
Si  4.0882  9.55  4.7805
Si  9.4281  9.5728  4.8958
Si  2.5966  -0.025  5.9791
Si  8.0527  0.1393  6.3119
Si  0.2185  2.7504  6.0797
Si  5.4539  2.6657  6.177
Si  2.7716  5.434  6.1837
Si  8.1571  5.4651  6.0414
Si  -0.2525  8.0744  6.2897
Si  5.4918  8.3301  6.2601
Si  3.977  1.2446  7.3865
Si  9.8882  1.3098  7.3559
Si  1.9342  3.6752  7.5802
Si  6.5787  4.388  7.3743
Si  4.3639  6.6369  7.4462
Si  9.341  6.538  7.7797
Si  0.9319  9.8427  7.2638
Si  6.2953  10.0902  7.773
N  8.2918  2.0177  22.4334
N  4.0014  8.0426  22.8154
N  3.6063  1.7783  23.285
O  5.2334  5.9141  21.0753
N  -0.8952  5.3254  8.8907
O  7.1437  -1.3658  9.0908
N  -0.0661  0.0722  8.1832
N  3.0858  9.3705  10.5134
O  7.4468  4.1235  8.7525
O  8.2456  7.2896  8.7828
O  3.8647  7.2779  8.8944
O  9.5035  2.5781  8.3475
O  2.9696  2.4349  8.0219
O  3.0901  13.4915  13.182
O  1.5972  4.3559  9.0531
O  6.7522  4.0852  23.6838
O  0.2841  5.2454  22.3122
O  1.6387  3.847  24.0621
O  4.3508  5.4446  23.4124
O  7.8919  10.2889  23.4701
O  1.4354  9.4485  23.5694
N  -2.5073  10.5163  20.8317
Si  12.4661  15.9785  21.2433
Si  2.5592  8.1012  9.4139
Si  17.1775  15.6604  17.9511
Si  10.413  10.6377  9.8207
Si  3.4102  2.5055  21.687
Si  14.76  16.2702  16.3699
Si  1.7861  16.6697  18.2696
Si  11.2923  5.197  12.9132
Si  8.1994  -2.3834  9.8085
Si  1.9146  9.9306  11.6717
Si  4.5116  9.3862  21.8725
Si  9.0048  8.8753  20.7714
Si  9.012  3.8999  9.1585
Si  -2.8817  7.1185  18.3914
Si  16.2143  -1.3789  19.0181
Si  3.2996  18.9248  17.2878
Si  -2.8422  8.8684  12.8641
Si  0.3151  9.9709  19.1455
Si  16.6253  4.3735  20.682
Si  3.6155  12.1199  12.5064
Si  13.5125  3.5957  14.3221
Si  -2.2052  0.3154  22.3963
Si  7.977  4.2294  15.8013
Si  4.0827  6.4364  22.1496
Si  4.2908  10.6415  10.1298
Si  11.4909  12.8382  16.0895
Si  -2.9608  7.1725  15.4726
Si  1.0347  9.7468  16.2959
Si  0.1461  8.3121  13.5298
Si  0.6439  5.4949  9.7459
Si  6.3029  11.2363  12.1532
Si  13.9491  0.0023  20.0445
Si  9.4783  2.7705  13.9451
Si  10.1156  5.9661  16.7957
Si  8.0409  13.6276  20.8314
Si  7.6829  0.299  19.4165
Si  -0.9296  1.6979  18.7865
Si  8.6424  12.8228  11.2545
O  9.4904  4.5085  16.3919
O  -1.6789  0.7407  10.2852
O  9.356  1.7574  12.699
O  -1.2372  19.9678  13.0458
O  3.7159  1.1173  10.8388
O  5.3449  10.5707  22.6474
O  5.3247  5.4909  16.8899
O  2.5434  9.2552  16.6423
O  17.6606  -0.7487  18.6325
O  4.7317  8.477  17.9279
O  5.5882  10.2608  11.0552
O  7.1194  3.6594  17.0733
O  7.398  5.656  15.2427
O  12.0601  5.1651  19.6523
O  13.3746  7.2296  18.4827
O  8.9044  8.1896  22.2798
O  -5.8257  0.8855  13.1163
O  11.6527  10.7062  10.864
O  2.5429  21.86  12.8199
O  -3.8268  16.7891  18.7257
O  -0.0486  0.5739  19.5651
O  9.5623  17.465  18.2206
O  -3.9243  12.5995  20.0363
O  14.7448  4.3481  15.0807
O  12.8959  19.9447  8.223
O  3.1333  10.1125  21.4309
O  10.9413  6.6968  13.4098
O  9.4305  13.7131  19.9077
O  10.9337  2.3179  17.588
O  5.3301  8.8921  20.5363
O  1.3725  6.9837  9.7573
O  13.5442  6.2289  21.512
O  9.6116  7.0179  15.6387
O  1.7872  15.7094  13.5352
O  8.019  3.153  14.5886
O  11.3392  16.0301  11.2974
O  10.9571  9.514  17.587
O  12.2614  8.6495  12.4595
O  3.4273  17.8341  16.0599
O  -8.7085  3.6198  21.5608
O  -2.2152  11.76  18.2431
O  8.9419  3.3993  10.7163
O  7.5368  7.7769  16.9539
O  8.0733  8.0653  19.7024
O  4.8457  14.1697  21.4653
O  7.2974  4.134  20.9567
O  4.3187  10.8682  19.0843
O  10.1798  4.1656  13.4943
O  7.3826  10.3319  12.9653
O  13.8288  1.5497  20.4661
O  5.4352  5.462  7.8748
O  10.2543  1.9049  15.0589
O  0.5219  -1.9982  14.9859
N  4.838  10.9961  8.4765
O  7.7859  8.2116  11.3723
O  7.5427  8.0156  14.1564
O  -0.5965  0.1719  22.8051
O  12.1141  0.4078  16.0741
O  1.9205  21.0014  19.2434
O  12.629  13.8443  15.5092
O  11.695  5.8316  16.9956
O  5.3736  4.0247  19.1162
O  9.7255  -1.786  9.8507
O  7.0503  12.5052  11.4282
O  10.5435  8.9119  20.1755
O  13.8683  15.6871  17.632

Results
free energy: -133761.272 eV
free energy less fixed offsets of N -385.13, O -568.88, Si -635.61 eV per atom: 1.908 eV

Forces (eV/angstrom), in the order of the atoms: element, x, y, z
Si  -0.0137  0.0247  0.0093
Si  0.0113  -0.0049  0.0042
Si  -0.0257  0.0269  -0.0068
Si  0.0181  0.0332  0.0044
Si  -0.0043  0.0017  0.0203
Si  -0.0128  -0.002  0.0289
Si  0.0096  0.0045  0.0157
Si  -0.1021  0.0043  -0.0623
Si  0.0173  0.0109  -0.0159
Si  -0.0079  -0.0321  -0.0156
Si  0.03  0.006  -0.0294
Si  -0.0117  -0.0074  -0.0159
Si  -0.0044  -0.0124  -0.0209
Si  0.0045  -0.0361  -0.0032
Si  0.0125  -0.0124  -0.0233
Si  0.0356  0.0259  0.0212
Si  -0.0166  -0.0106  0.0076
Si  -0.0207  0.0056  -0.0118
Si  -0.0002  0.0179  0.014
Si  -0.0069  0.0104  0.0253
Si  -0.0108  0.0065  0.0278
Si  -0.0028  -0.0054  -0.0069
Si  0.0134  -0.0089  -0.0088
Si  -0.013  0.0126  -0.0062
Si  -0.0175  -0.2927  0.8942
Si  -0.4632  0.008  -0.2506
Si  -0.3577  -0.0533  -0.1712
Si  0.6918  0.3988  -0.1267
Si  0.2401  0.5297  -0.1728
Si  0.1589  -0.3671  -0.2724
Si  -0.0993  -0.6132  0.5217
Si  0.0423  0.0088  -0.31
Si  -0.0933  -0.167  -0.0604
Si  -0.2114  -0.0336  0.0983
Si  0.1257  0.0218  -0.0334
Si  0.136  0.1558  0.0391
Si  -0.1417  -0.1174  0.0296
Si  0.0469  0.0482  -0.0994
Si  0.0294  0.1528  0.0725
Si  0.0149  0.0597  -0.0901
Si  0.0109  0.0076  -0.0283
Si  -0.0232  0.0684  -0.0577
Si  -0.0814  0.0437  0.0112
Si  0.0757  -0.0933  0.0253
Si  0.0784  -0.0169  -0.0493
Si  0.0358  -0.0608  -0.0173
Si  0.0395  -0.1322  0.0174
Si  -0.0192  0.0621  0.0116
Si  0.0425  0.0467  0.007
Si  -0.0516  0.0424  -0.0047
Si  0.0092  0.0282  0.0453
Si  -0.0005  -0.106  0.0096
Si  -0.0458  0.0141  0.0058
Si  -0.0369  -0.0147  0.0027
Si  0.028  -0.0283  -0.0034
Si  -0.0533  0.0952  0.0306
Si  -0.0051  0.1215  -0.0226
Si  -0.0896  -0.1209  -0.0282
Si  0.1546  0.0088  -0.0108
Si  0.1298  0.1427  0.0311
Si  -0.0926  -0.1636  0.0141
Si  0.0463  0.0275  0.0632
Si  -0.0983  -0.1016  0.0592
Si  0.037  -0.0594  -0.0198
Si  -0.6651  -0.3644  0.1806
Si  -0.039  0.0136  0.0837
Si  0.5399  0.4312  -0.821
Si  0.2922  0.0727  -0.0477
Si  0.0979  0.0902  0.1
Si  0.0387  0.1913  0.2167
Si  -0.259  -0.3347  0.3013
Si  -0.1417  0.4207  -0.2304
Si  0.0003  0.0006  -0.0021
Si  -0.003  -0.0062  -0.0037
Si  0.0004  -0.0022  0.0021
Si  -0.013  0.0046  -0.0051
Si  0.0053  -0.0088  0.0008
Si  -0.0091  0.0058  -0.0101
Si  0.0032  0.0022  0.0029
Si  -0.0078  -0.0042  0.0023
Si  0.0197  0.0105  -0.004
Si  0.0128  0.0207  0.0399
Si  0.0149  -0.0082  0.0266
Si  -0.0029  0.0011  0.0231
Si  0.0011  0.0084  0.0099
Si  -0.0101  -0.0275  0.0222
Si  -0.006  -0.0113  0.0257
Si  -0.0197  -0.0018  0.0281
Si  -0.0315  0.0038  -0.0412
Si  -0.0268  -0.0023  -0.0297
Si  -0.0204  0.0086  0.0098
Si  0.0063  0.0004  -0.0274
Si  -0.0003  0.0058  -0.022
Si  0.0241  0.0249  -0.022
Si  0.0187  -0.0491  0.0375
Si  0.0199  -0.0296  -0.052
N  -0.007  0.0044  0.0171
N  -0.0264  0.0104  0.0258
N  0.0166  -0.0244  0.0181
O  0.0003  0.0053  -0.0018
N  -0.008  0.0013  -0.0112
O  -0.0019  0.0019  0.0128
N  -0.002  0.0169  -0.0065
N  0.0018  0.0092  -0.01
O  0.004  -0.0088  0.0001
O  -0.0038  -0.0024  0.0003
O  -0.0164  0.0133  0.0055
O  0.0135  -0.0234  -0.01
O  0.0089  -0.0099  -0.0104
O  0.0013  -0.005  -0.0024
O  0.0036  -0.0001  -0.0044
O  0.0076  -0.0077  0.0002
O  0.0047  -0.0005  0.013
O  -0.0009  0.0062  -0.0005
O  -0.0028  0.005  -0.0046
O  0.0163  -0.014  0.0057
O  0.0244  -0.0276  -0.0047
N  0.001  0.0029  0.0171
Si  0.0041  -0.0098  -0.0062
Si  -0.0081  -0.0048  -0.0256
Si  0.0049  0.0058  -0.0046
Si  0.0056  -0.01  0.0123
Si  -0.0031  0.0092  -0.0072
Si  0.0018  -0.0003  0.0016
Si  0.0022  0.0009  -0.0029
Si  0.0011  0.0032  -0.0025
Si  0.0052  -0.0054  0.0013
Si  -0.0049  -0.0056  0.0039
Si  0.0065  0.004  -0.0124
Si  0.0049  -0.0133  -0.001
Si  -0.0144  0.0124  0.0106
Si  0  -0.0084  -0.0008
Si  -0.0022  0  -0.0039
Si  0.0004  -0.0018  0.001
Si  0.0012  -0.0009  0.0027
Si  0.0028  -0.0003  0.0001
Si  -0.0016  -0.0016  -0.0017
Si  -0.0013  -0.0002  0.0029
Si  -0.0031  0.0033  0.0006
Si  0.0086  -0.0012  0.0032
Si  -0.001  -0.0006  0.0036
Si  0.0099  -0.0219  -0.0077
Si  -0.0069  -0.0085  0.0266
Si  -0.0027  -0.0003  -0.0014
Si  -0.0023  0.0002  -0.0012
Si  0.0012  -0.0001  0.0011
Si  -0.0008  -0.0035  -0.0024
Si  0.0073  -0.0046  0.0047
Si  0.0001  0.0001  0.0034
Si  0.0016  0.0001  -0.003
Si  -0.0007  0.0013  0.0018
Si  -0.0028  -0.0017  0.0039
Si  -0.0019  0.0042  -0.0108
Si  -0.0035  0.0018  -0.0081
Si  -0.0007  -0.0006  -0.0028
Si  -0.0016  0.0026  0.0094
O  0.0014  0.0045  -0.0002
O  -0.0009  -0.0015  -0.0008
O  -0.0033  -0.0023  -0.0026
O  -0.0009  -0.0021  0.0001
O  -0.0002  -0.0036  -0.0051
O  -0.001  0.0086  0.0155
O  0.0049  -0.0074  0.0037
O  -0.0003  -0.0009  0.0005
O  0.0025  -0.0005  0.0028
O  0.0011  0  -0.0003
O  -0.0073  -0.0019  -0.0043
O  -0.001  0.0073  0.0026
O  0.0002  -0.0002  0.0019
O  -0.0007  0.0003  0.0032
O  0.0006  -0.0004  0.002
O  0.0134  0.0036  0.0171
O  -0.001  -0.0008  -0.0022
O  -0.0053  -0.0005  -0.0032
O  0.0031  0.0013  -0.0002
O  -0.0049  0.0006  -0.0044
O  0.0011  -0.0016  0.0011
O  -0.0039  -0.003  -0.0035
O  0.0024  -0.0022  0.0023
O  -0.0014  -0.0002  -0.0002
O  -0.0103  0.0079  0.0009
O  0.0014  -0.0027  0.0025
O  0.0016  -0.0072  -0.0011
O  -0.001  -0.0004  0.0031
O  0.0002  -0.0001  0.0009
O  -0.0027  -0.0007  0.0054
O  0.0068  0.0111  -0.0037
O  -0.0006  0.0046  0.0033
O  0.0008  -0.001  0.0026
O  -0.0022  -0.001  -0.0009
O  0.0016  -0.0009  0.0021
O  -0.0001  0.0039  0.0036
O  -0.0007  -0.0006  0.0016
O  0.0017  -0.0005  0.0005
O  0.0018  -0.0011  -0.0004
O  -0.0023  0.0013  -0.0007
O  -0.0011  -0.0007  0.0027
O  0.001  -0.0017  -0.0017
O  0.0002  0.0007  0.0011
O  -0.0013  0.0003  -0.0009
O  0.001  0.0004  0.0009
O  0.0017  -0.002  0.0016
O  -0.001  -0.0001  0.0014
O  0.0001  0.0002  0.0003
O  -0.001  -0.0003  -0.0017
O  0.0004  -0.0004  0.0031
O  0.0036  -0.0021  0.0025
O  -0.0005  -0.0008  0
O  -0.0001  0.0001  0.0017
N  0.0255  0.0219  0.0018
O  -0.0009  0.0007  -0.0018
O  -0.0003  -0.0001  0.0001
O  0.0101  0.0013  0.0008
O  -0.0005  -0.0011  0.0011
O  -0.0045  0.0002  0.0003
O  0.0009  -0.0001  0.0002
O  -0.0009  0.0012  0.002
O  0.0016  0.0004  0.0016
O  -0.0009  0.0005  -0.0021
O  -0.0011  -0.0006  -0.0025
O  -0.0002  0.0021  0.0019
O  -0.0008  -0.0011  0.0006

The program warned: the cutoff lies below the one the program advises for these potential files; the exchange-correlation potential is rough where the density is thin.
